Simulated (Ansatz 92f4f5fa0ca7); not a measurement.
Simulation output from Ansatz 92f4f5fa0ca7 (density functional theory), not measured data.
Periodic cell of 213 atoms, Si132O79H1N1, from a study of silicon, its oxide and their interface. The atomic structure is a simulated model.
Doubt: the cutoff is far below the 930 eV that the study's wrapper takes by default for these files, so forces and energies are approximate.

Settings
functional: PBE
potential files: Ansatz PAW
basis: plane waves
wave-function cutoff: 580 eV
density cutoff ratio: 5
exchange-correlation grid ratio: 1
k mesh: 1 x 1 x 1, Gamma-centred
self-consistency stop: 5e-08 eV per atom in the density residual
occupations: fixed
spin: none
net charge: 0

Cell vectors (angstrom)
a, 10.938, 0, 0
b, 0, 10.938, 0
c, 0, 0, 31.7142

Atoms: element, x, y, z (angstrom)
Si, -0.3835, 0.3519, 24.3192
Si, 6.1826, -0.5716, 24.2968
Si, 2.1436, 3.3015, 24.379
Si, 8.6236, 2.0765, 24.2833
Si, 0.4888, 5.083, 24.2333
Si, 4.7605, 6.111, 24.2978
Si, 3.0381, 7.9257, 24.4402
Si, 7.7748, 8.5217, 24.2926
Si, 1.2844, 1.4545, 25.595
Si, 6.9339, 1.2291, 25.6795
Si, 4.0291, 4.1785, 25.5059
Si, 9.5618, 4.048, 25.3643
Si, 1.3703, 6.7912, 25.6329
Si, 6.7044, 6.8429, 25.5189
Si, 4.2163, 9.628, 25.5245
Si, 9.5315, 9.5408, 25.5421
Si, 2.7374, 0.036, 26.8684
Si, 8.2647, -0.0836, 27.0371
Si, -0.069, 2.7937, 26.9497
Si, 5.4686, 2.7403, 26.8571
Si, 2.7389, 5.461, 27.0041
Si, 8.1775, 5.4457, 26.8096
Si, -0.0134, 8.2009, 26.9051
Si, 5.4638, 8.2294, 26.9723
Si, 4.1018, 1.3673, 28.296
Si, 9.5708, 1.3673, 28.296
Si, 1.3673, 4.1018, 28.296
Si, 6.8362, 4.1018, 28.296
Si, 4.1018, 6.8362, 28.296
Si, 9.5708, 6.8362, 28.296
Si, 1.3673, 9.5708, 28.296
Si, 6.8362, 9.5708, 28.296
Si, 0, 0, 29.6632
Si, 5.469, 0, 29.6632
Si, 2.7345, 2.7345, 29.6632
Si, 8.2035, 2.7345, 29.6632
Si, 0, 5.469, 29.6632
Si, 5.469, 5.469, 29.6632
Si, 2.7345, 8.2035, 29.6632
Si, 8.2035, 8.2035, 29.6632
Si, 1.3673, 1.3673, 31.0305
Si, 6.8362, 1.3673, 31.0305
Si, 4.1018, 4.1018, 31.0305
Si, 9.5708, 4.1018, 31.0305
Si, 1.3673, 6.8362, 31.0305
Si, 6.8362, 6.8362, 31.0305
Si, 4.1018, 9.5708, 31.0305
Si, 9.5708, 9.5708, 31.0305
Si, 2.7345, 0, 0.6835
Si, 8.2035, 0, 0.6835
Si, 0, 2.7345, 0.6835
Si, 5.469, 2.7345, 0.6835
Si, 2.7345, 5.469, 0.6835
Si, 8.2035, 5.469, 0.6835
Si, 0, 8.2035, 0.6835
Si, 5.469, 8.2035, 0.6835
Si, 4.1018, 1.3673, 2.0507
Si, 9.5708, 1.3673, 2.0507
Si, 1.3673, 4.1018, 2.0507
Si, 6.8362, 4.1018, 2.0507
Si, 4.1018, 6.8362, 2.0507
Si, 9.5708, 6.8362, 2.0507
Si, 1.3673, 9.5708, 2.0507
Si, 6.8362, 9.5708, 2.0507
Si, 0, 0, 3.418
Si, 5.469, 0, 3.418
Si, 2.7345, 2.7345, 3.418
Si, 8.2035, 2.7345, 3.418
Si, 0, 5.469, 3.418
Si, 5.469, 5.469, 3.418
Si, 2.7345, 8.2035, 3.418
Si, 8.2035, 8.2035, 3.418
Si, 1.3989, 1.3371, 4.7313
Si, 6.7892, 1.3856, 4.8666
Si, 4.1394, 4.0816, 4.7669
Si, 9.5539, 4.1079, 4.7855
Si, 1.3879, 6.8563, 4.8507
Si, 6.8178, 6.8492, 4.6906
Si, 4.0872, 9.6123, 4.8979
Si, 9.64, 9.5069, 4.686
Si, 2.6536, 0.0766, 6.3243
Si, 8.2781, -0.0894, 5.9919
Si, 0.056, 2.7367, 6.044
Si, 5.3878, 2.7815, 6.3449
Si, 2.8445, 5.4933, 6.1403
Si, 8.1356, 5.4913, 6.0711
Si, -0.0024, 8.2328, 6.2312
Si, 5.5579, 8.19, 6.1609
Si, 3.4486, 1.9769, 7.5756
Si, 10.0056, 0.9287, 7.1688
Si, 1.7584, 3.7828, 7.2916
Si, 6.3388, 4.6968, 7.3778
Si, 4.6556, 6.421, 7.4066
Si, 9.249, 7.0507, 7.4014
Si, 0.7464, 10.1239, 7.5035
Si, 7.4959, 9.0342, 7.2573
O, 0.7744, 9.8355, 9.1708
O, 1.1901, 4.5344, 8.6673
O, 5.3292, -1.5193, 10.6544
O, 7.043, 9.839, 8.6435
O, 3.5462, 1.6288, 9.2065
O, 4.6658, 6.6762, 9.0955
N, 6.6084, 4.8215, 9.1299
O, 9.8783, 6.1138, 8.6726
O, 2.4454, 2.9175, 22.7763
O, 6.3018, 10.8385, 22.666
O, 7.6828, 2.2558, 22.8891
O, 0.3717, 5.5998, 22.6526
O, 2.3192, 8.6152, 23.073
O, 8.1916, 8.0053, 22.7608
O, 4.914, 5.7925, 22.685
O, 11.3068, 10.5709, 22.9851
Si, 0.3471, 3.633, 14.9573
Si, 6.9242, 11.2153, 14.0566
Si, 3.8987, 2.0552, 10.7476
Si, 3.3911, 1.6993, 22.2567
Si, 1.8781, 10.0922, 22.5314
Si, 4.86, 10.2007, 12.0083
Si, 13.3576, 11.191, 19.8367
Si, 6.3735, 13.4449, 17.0128
Si, 9.7029, 3.4017, 19.6947
Si, 2.7582, 17.5576, 19.3826
Si, -1.4805, 13.2861, 16.9268
Si, 1.5938, 8.6141, 15.6213
Si, 1.1244, 6.2568, 12.1778
Si, 10.4304, 11.5615, 19.0529
Si, 9.5741, 6.0355, 13.9797
Si, 5.4417, 14.1163, 14.3443
Si, 11.0325, 5.8535, 21.0591
Si, 6.3968, 12.4149, 22.2123
Si, -0.9264, 2.0349, 10.0508
Si, 5.3752, 5.7251, 21.136
Si, 6.0471, 6.2715, 9.931
Si, 7.012, 15.9989, 12.4575
Si, 2.5348, 14.4854, 12.9484
Si, 11.5737, 10.6212, 10.6117
Si, 8.8801, 10.9252, 11.8499
Si, 13.1886, 9.0415, 12.6018
Si, 6.7157, 3.2394, 19.9947
Si, 8.5859, 9.2269, 18.8289
Si, 8.1575, 7.4034, 21.2399
Si, 6.5778, 3.4327, 10.1632
Si, 6.8361, -1.7661, 10.1062
Si, 6.3192, 10.4571, 17.0229
Si, -0.1254, 5.0347, 9.4919
Si, -0.9321, 7.5274, 16.6155
Si, 1.4861, 5.8515, 16.7915
Si, 3.5926, 9.3469, 17.7973
O, 8.4402, 11.1704, 13.4082
O, 7.8683, -1.0422, 11.1119
O, 10.3142, 10.1941, 11.5692
O, 2.438, 5.6178, 18.1059
O, 9.6199, 6.6986, 20.9376
O, 4.9286, 2.0893, 22.6514
O, 9.7284, 3.5135, 18.0544
O, -3.9818, 10.4787, 15.5128
O, 3.0923, 8.0658, 18.6833
O, 0.5259, 12.2377, 10.2734
O, 6.8272, 17.4076, 21.0148
O, 6.2341, 1.769, 14.0334
O, 1.4129, 6.5873, 20.363
O, 3.5167, 10.6326, 18.792
O, 9.2103, 17.8768, 15.3006
O, 7.0859, -3.3792, 9.883
O, 14.058, 12.4275, 20.6572
O, 13.5785, 13.7103, 11.5154
O, -0.9197, 3.6552, 9.9414
O, 6.0485, -0.6502, 13.0829
O, 10.8823, 17.6099, 13.2371
O, 4.1281, 6.2425, 20.1983
O, -3.029, 13.3522, 16.4161
O, 2.0633, 7.0361, 15.7925
O, 5.9529, 5.9543, 11.5472
O, 4.3362, 0.7439, 11.6032
O, 6.5718, 1.7141, 20.6003
O, 8.2774, 16.8913, 12.9902
O, 1.1145, 11.6277, 18.976
O, -0.0104, 17.2742, 17.2726
O, 7.4989, 3.8403, 11.4722
O, 5.4298, 14.266, 15.9717
O, 2.97, 11.2336, 23.0329
O, 10.8113, 4.403, 20.3264
O, 8.9888, 8.0614, 17.754
O, 7.924, 8.5812, 20.152
O, 12.8784, 18.5616, 11.8765
O, 6.3855, 3.3034, 18.4155
O, 1.3579, 15.4061, 15.9432
O, 2.1946, 16.0791, 12.7244
O, 7.4823, 10.1737, 18.1157
O, 5.6304, 4.1722, 20.7445
O, 2.6009, 9.5365, 16.5104
O, -5.1964, 11.9638, 17.2646
O, 9.3747, 1.4385, 8.649
O, 10.9966, 8.7542, 16.173
O, 10.5308, 13.3674, 15.7242
O, 3.91, 14.1999, 13.7881
O, -0.9526, 1.8251, 20.0916
O, 6.867, 2.0717, 9.3312
O, 9.7679, 11.8436, 17.5967
O, -1.0656, 10.0758, 19.4067
O, 1.2504, 13.8964, 13.779
O, 12.8769, 10.0422, 20.9041
O, 10.0399, 15.4721, 14.4041
O, 1.5746, 9.1203, 14.0776
O, 0.3892, 5.7624, 10.8315
O, 8.2258, 3.8104, 20.2481
O, 3.8338, 9.2361, 12.8043
O, -5.8065, 9.3388, 17.2247
O, 5.0727, 3.1784, 10.764
O, 1.8834, 10.2594, 11.571
O, 6.2599, 4.4542, 13.7566
O, 9.0003, 1.4989, 11.2134
H, 7.7414, 1.8149, 8.9535

Results
free energy: -129242.565 eV
free energy less fixed offsets of H -15.97, N -385.13, O -568.88, Si -635.61 eV per atom: 0.575 eV

Forces (eV/angstrom), in the order of the atoms: element, x, y, z
Si, -0.0124, -0.0186, -0.0289
Si, 0.0221, -0.0463, 0.0185
Si, -0.0499, 0.0908, -0.0166
Si, 0.0211, 0.0377, -0.0102
Si, 0.0205, -0.0307, -0.0623
Si, -0.057, -0.0055, -0.1258
Si, 0.0343, -0.0249, -0.0584
Si, 0.0136, 0.054, -0.1001
Si, 0.0069, -0.0498, -0.0028
Si, -0.0361, 0.0287, 0.0369
Si, 0.0828, -0.0363, 0.0561
Si, -0.0443, 0.0313, -0.0087
Si, 0.0084, 0.003, 0.0091
Si, 0.0258, -0.0531, 0.0337
Si, -0.0558, 0.0398, -0.0109
Si, -0.006, -0.0156, 0.0173
Si, 0.0584, 0.0081, -0.0163
Si, 0.0026, 0.0407, -0.0324
Si, -0.0118, -0.0105, 0.0307
Si, -0.0279, -0.007, -0.0251
Si, 0.0026, -0.0096, -0.0336
Si, 0.0077, -0.0203, -0.0086
Si, -0.0074, -0.0185, 0.0011
Si, -0.0171, -0.02, -0.013
Si, -0.0181, 0.1711, -0.4053
Si, 0.0817, 0.1371, 0.4729
Si, -0.2485, -0.0221, 0.3934
Si, 0.0588, -0.0481, -0.5683
Si, 0.0392, 0.1747, 0.416
Si, -0.2743, -0.2138, -0.5442
Si, 0.138, 0.0781, -0.4524
Si, -0.0065, -0.2959, 0.7547
Si, 0.0701, 0.1819, 0.0199
Si, 0.0999, -0.0368, -0.0076
Si, -0.0918, -0.0154, 0.0061
Si, -0.0188, -0.134, 0.0127
Si, 0.0583, -0.0752, 0.011
Si, -0.0055, 0.0978, -0.0026
Si, 0.0563, -0.0504, 0.024
Si, -0.1871, -0.0439, 0.0534
Si, 0.0669, -0.0844, 0.0239
Si, -0.037, 0.0673, -0.021
Si, 0.011, -0.0053, -0.0081
Si, -0.0458, 0.0534, -0.0338
Si, -0.0744, 0.0487, -0.0187
Si, 0.0982, -0.0368, 0.0284
Si, -0.0496, 0.0649, -0.0277
Si, 0.0265, -0.0643, -0.0173
Si, 0.0316, -0.0405, 0.0232
Si, -0.0545, 0.0444, -0.0152
Si, -0.025, 0.0365, 0.0022
Si, 0.0378, -0.0562, 0.0274
Si, -0.0261, 0.0482, -0.0072
Si, 0.0318, -0.0731, 0.0247
Si, 0.0546, -0.0241, 0.0376
Si, -0.025, 0.007, -0.0009
Si, -0.0173, 0.0512, -0.0529
Si, -0.0314, -0.1006, 0.0325
Si, 0.0342, -0.0128, 0.027
Si, -0.0296, 0.0576, -0.056
Si, 0.019, -0.057, 0.0234
Si, -0.0674, 0.0338, -0.0797
Si, 0.0225, 0.128, -0.0707
Si, 0.1179, -0.0194, 0.0225
Si, 0.3442, -0.1252, -0.637
Si, -0.2357, 0.1691, 0.5661
Si, 0.2425, -0.03, -0.2827
Si, -0.3206, -0.1114, 0.3525
Si, 0.088, 0.2234, 0.3641
Si, -0.0357, -0.2533, -0.5439
Si, 0.0678, 0.2674, 0.5845
Si, 0.079, -0.1093, -0.7392
Si, -0.0079, 0.0027, 0.0594
Si, 0.0172, 0.0265, 0.0299
Si, 0.013, 0.0061, 0.0218
Si, 0.0153, -0.0229, -0.0078
Si, 0.0347, 0.0256, 0.0003
Si, 0.011, 0.0349, 0.1093
Si, -0.0195, -0.0347, 0.0399
Si, 0.0011, -0.0427, 0.0552
Si, 0.0509, -0.0012, -0.0334
Si, -0.0527, 0.0995, -0.1078
Si, -0.054, -0.0376, -0.0142
Si, -0.0282, -0.1432, -0.0557
Si, -0.0159, 0.0664, -0.0109
Si, -0.0082, 0.0029, -0.0397
Si, -0.0192, -0.0297, -0.0308
Si, 0.0182, 0.1144, -0.1086
Si, -0.0732, 0.0365, -0.0249
Si, 0.0771, 0.0156, 0.1164
Si, 0.0878, -0.0289, 0.0956
Si, -0.0061, 0.1418, 0.0228
Si, -0.0148, -0.1341, 0.0199
Si, 0.056, 0.034, 0.0274
Si, -0.0643, 0.038, 0.0457
Si, -0.0406, -0.1011, 0.0926
O, -0.0031, 0.0341, 0.0127
O, -0.0603, -0.0205, -0.0015
O, -0.0006, 0.0205, -0.0112
O, 0.015, -0.022, 0.0104
O, 0.0156, 0.0199, 0.0484
O, -0.0037, 0.0193, 0.0159
N, 0.0015, -0.0728, 0.0782
O, 0.0242, -0.0606, 0.0404
O, 0.0241, -0.0446, -0.0155
O, -0.0036, 0.016, 0.0137
O, -0.0162, 0.002, 0.0013
O, 0.0009, -0.0041, 0.0145
O, 0.0173, 0.033, 0.0637
O, -0.0207, 0.0102, -0.0076
O, -0.0001, 0.0465, 0.0308
O, 0.0381, 0.0084, 0.0247
Si, 0.0006, -0.003, -0.0107
Si, 0.0083, -0.0114, -0.007
Si, 0.0017, -0.0259, -0.0568
Si, -0.0332, 0.0458, 0.0369
Si, -0.0459, -0.0397, 0.0466
Si, -0.0263, -0.0177, 0.0162
Si, -0.0162, 0.0076, -0.0422
Si, 0.0115, 0.0235, 0.0078
Si, -0.0192, 0.0038, -0.0142
Si, -0.0032, -0.0076, -0.0109
Si, 0.0024, 0.008, 0.0035
Si, 0.0121, 0.0218, -0.0343
Si, 0.0164, 0.0256, 0.0083
Si, 0.0072, 0.002, -0.0129
Si, 0.0073, -0.0003, -0.003
Si, 0.0022, 0.0034, 0.008
Si, -0.0359, 0.0213, 0.0479
Si, 0.0244, -0.0377, 0.0268
Si, 0.0142, 0.0199, -0.0416
Si, 0.0056, 0.0246, 0.0631
Si, 0.0078, 0.0503, -0.0806
Si, 0.0019, -0.0081, 0.0002
Si, -0.0036, 0.0032, 0.014
Si, 0.0214, -0.0163, -0.0488
Si, 0.0045, -0.0121, 0.0046
Si, -0.0005, 0.0031, 0.0091
Si, 0.0167, 0.0305, -0.0376
Si, 0.0181, 0.0096, -0.0148
Si, 0.008, -0.0337, 0.0409
Si, 0.0154, 0.0231, 0.0103
Si, 0.045, -0.054, -0.0201
Si, 0.0057, -0.0032, -0.0216
Si, -0.0162, -0.0035, -0.0652
Si, -0.0155, 0.0046, -0.0206
Si, 0.0119, 0.0036, -0.0004
Si, -0.0174, -0.0038, -0.0089
O, -0.0152, 0.0033, -0.0035
O, 0.0041, 0.0099, -0.0088
O, -0.0084, 0.0011, -0.0081
O, -0.0101, -0.0035, 0.0037
O, -0.0108, -0.0016, 0.006
O, 0.0096, 0.0082, -0.0122
O, -0.0026, -0.0081, -0.0066
O, -0.0054, -0.0099, 0.0227
O, 0.0039, 0.0156, 0.0134
O, -0.0311, 0.0073, -0.0118
O, -0.0405, 0.0189, 0.0258
O, -0.0083, 0.0053, -0.0082
O, 0.0136, 0.0053, 0.0076
O, 0, -0.0023, 0.0148
O, 0.0033, 0.0021, 0.0094
O, -0.0232, 0.0201, 0.008
O, 0.0067, -0.0065, 0.0069
O, -0.0071, 0.0124, 0.0012
O, 0.047, -0.0055, -0.0306
O, 0.0019, 0.0067, -0.009
O, -0.0204, -0.01, -0.0027
O, 0.0322, -0.014, 0.0622
O, 0.0047, 0.0036, 0.0132
O, -0.003, -0.0036, 0.004
O, -0.0016, -0.0015, 0.0228
O, 0.0058, -0.0085, -0.0075
O, -0.0119, -0.0001, 0.0122
O, -0.0005, 0.0001, -0.0045
O, -0.0001, 0.0015, 0.0195
O, 0, 0.0012, 0.0118
O, -0.0147, -0.0019, 0.007
O, -0.0064, 0.0003, 0.0098
O, 0.0152, 0.0111, -0.0226
O, 0.005, -0.004, 0.0163
O, -0.0007, -0.0023, 0.0102
O, 0.0044, -0.0208, 0.0367
O, -0.0044, 0.0025, -0.008
O, -0.0004, -0.0179, -0.007
O, 0.0023, 0.005, 0.0149
O, 0.0013, -0.0123, -0.0133
O, -0.0166, 0.0032, 0.0134
O, -0.0072, -0.0141, 0.0198
O, -0.0085, -0.005, -0.0003
O, -0.0033, -0.0058, 0.0154
O, 0.0394, 0.0132, 0.0135
O, 0.0084, -0.0059, 0.0055
O, 0.0013, 0.0025, -0.0003
O, 0.0161, -0.0026, -0.0008
O, -0.0028, -0.0069, 0.0094
O, 0.1068, -0.0203, -0.0443
O, -0.0074, 0.007, 0.0038
O, -0.0063, 0.0083, 0.0182
O, -0.0091, -0.0008, 0.0036
O, 0.0079, 0.0051, -0.0013
O, 0.0004, -0.0037, 0.0032
O, -0.0022, -0.0045, 0.0189
O, -0.0113, -0.0306, -0.0256
O, -0.0096, -0.004, 0.0054
O, 0.0151, 0.0001, -0.0195
O, 0.0043, -0.0019, 0.0031
O, 0.0063, -0.0021, -0.0262
O, -0.0034, -0.0108, -0.0133
O, -0.0112, -0.0041, 0.0032
O, -0.0132, -0.0256, -0.0027
H, -0.1026, 0.0138, 0.0521

The program warned: the cutoff lies below the one the program advises for these potential files; the forces do not sum to zero within the program's tolerance; the exchange-correlation potential is rough where the density is thin.
